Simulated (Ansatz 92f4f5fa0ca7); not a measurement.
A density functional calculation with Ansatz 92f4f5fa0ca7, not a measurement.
Periodic cell of 158 atoms, Si90O68, from a study of silicon, its oxide and their interface. The atomic structure is a simulated model.

Settings: functional r2SCAN; potential files Ansatz norm-conserving; basis plane waves; wave-function cutoff 1300 eV; density cutoff ratio 4; exchange-correlation grid ratio 1; k mesh 2 x 2 x 1, shifted by 0.5 0.5 0.5 of a step; self-consistency stop 5e-08 eV per atom in the density residual; occupations Fermi-Dirac, 0.05 eV; spin none; net charge 0.

Cell vectors (angstrom)
a	10.88	0	0
b	0	10.88	0
c	0	0	21.8355

Atoms and the computed forces on them: element, x, y, z (angstrom), force x, y, z (eV/angstrom)
Si	-0.3067	0.2715	0.5706	0.2819	0.0329	-0.5987
Si	2.6701	2.529	0.6508	-0.0993	-0.1003	-0.8908
Si	-0.2199	5.6717	-0.2633	-0.2157	0.2205	-0.134
Si	2.9547	7.9452	0.0383	0.2324	-0.2126	-0.5041
Si	4.8714	0.3915	0.0428	-0.1439	0.0737	-0.7796
Si	8.522	2.5263	-0.3282	0.0246	0.1085	-0.4668
Si	4.9791	5.564	-0.019	-0.2403	-0.0146	-0.5727
Si	8.5458	8.1831	-0.1903	-0.1355	-0.0575	0.1887
Si	1.2394	1.3106	1.9187	0.0087	0.0773	-0.055
Si	3.9943	4.1651	1.6044	0.0264	0.0023	-0.254
Si	1.2901	6.7914	1.2713	0.0576	0.1253	-0.2717
Si	4.0506	9.5168	1.3923	-0.1426	0.133	-0.1289
Si	6.7525	1.4547	1.1013	0.0027	-0.1435	-0.2259
Si	9.4948	4.1222	1.1596	0.1128	-0.1071	-0.1776
Si	6.7731	6.8519	1.0483	0.0629	-0.019	-0.2218
Si	9.3818	9.4857	1.6021	0.0243	-0.1609	-0.1459
Si	-0.1486	2.8553	2.8448	-0.1891	0.2223	0.0106
Si	2.7097	-0.1455	2.9148	0.0444	-0.3183	0.1755
Si	-0.0088	8.1125	2.774	0.1488	0.0385	-0.0545
Si	2.5778	5.4918	2.8265	-0.1564	0.1339	0.0885
Si	5.4784	2.7401	2.6893	0.1856	-0.1754	0.2319
Si	7.976	0.0571	2.7197	-0.2529	0.2072	0.1166
Si	5.4672	8.1392	2.6439	-0.0592	-0.024	-0.0129
Si	8.0889	5.4495	2.5382	0.0929	0.0216	-0.1345
Si	1.2505	4.1201	4.2078	-0.0647	-0.0671	0.0128
Si	4.0998	1.3293	4.0986	0.1229	0.0351	-0.0323
Si	1.3411	9.3921	4.2295	0.0811	0.0227	0.0178
Si	4.0488	6.8217	4.0948	-0.1298	0.0508	-0.0083
Si	6.8344	4.0881	4.0476	-0.0727	-0.1052	-0.0969
Si	9.4381	1.3734	4.1344	0.0336	0.0747	0.0009
Si	6.7285	9.5	4.0849	-0.0182	0.0817	-0.0433
Si	9.5061	6.6852	4.0304	0.0096	-0.006	-0.0952
Si	0.0148	-0.0172	5.4959	-0.0123	-0.0101	-0.0201
Si	2.6424	2.6591	5.4262	-0.1699	0.179	-0.009
Si	-0.0739	5.4194	5.6112	0.0316	0.0504	-0.0153
Si	2.641	8.0216	5.6011	0.1771	0.1339	0.0624
Si	5.4019	-0.05	5.4866	-0.0955	-0.0567	0.0905
Si	8.1894	2.7956	5.5105	-0.188	-0.1897	-0.1399
Si	5.4112	5.3907	5.3906	0.0844	-0.1202	0.0442
Si	8.1854	8.109	5.3096	0.0806	0.0016	0.0419
Si	1.365	1.3488	6.9551	0.1778	-0.1046	0.1299
Si	3.9711	4.0397	6.7419	-0.0263	-0.1224	-0.2837
Si	1.2968	6.6625	7.072	0.0064	0.0204	0.0971
Si	4.019	9.4418	6.8464	-0.169	0.1635	-0.0943
Si	6.8586	1.3351	6.7357	0.1668	0.069	-0.1569
Si	9.4871	4.0925	7.0271	0.0045	-0.1355	0.1783
Si	6.8959	6.7142	6.6639	-0.0219	0.094	-0.1801
Si	9.5894	9.3514	6.7316	0.0165	-0.0715	-0.2077
Si	-0.0581	2.6733	8.4169	0.0105	-0.1392	0.0773
Si	2.7656	-0.0992	8.3485	0.0345	-0.0905	0.3484
Si	-0.1229	8.0776	8.383	0.0405	0.0833	0.1823
Si	2.7476	5.2564	8.3769	-0.0731	0.0086	0.2937
Si	5.3647	2.6387	7.934	0.0778	0.0778	0.1251
Si	8.2806	-0.1223	7.9582	-0.0795	0.1641	0.132
Si	5.5183	8.031	7.9222	-0.0715	-0.0149	0.3534
Si	8.1335	5.5667	8.3179	-0.0795	0.0986	0.3045
Si	1.5113	3.7219	9.8727	0.0423	0.0903	0.4757
Si	4.7167	0.8808	9.4009	0.1236	-0.3041	0.4413
Si	1.117	9.5813	9.6822	-0.1025	0.329	0.3252
Si	4.4303	6.6322	9.4413	0.445	0.0179	0.4642
Si	6.3621	4.3483	9.2008	0.0064	-0.2975	0.701
Si	9.7295	0.8423	9.5233	0.0391	-0.0962	0.445
Si	6.8929	9.4019	9.1954	-0.1474	0.052	0.5371
Si	9.0538	7.2332	9.947	-0.2647	0.0341	0.5583
Si	-1.4276	0.6975	14.3986	0.226	-0.3118	-0.1445
Si	3.003	8.0823	11.7277	0.0539	0.0508	0.2628
Si	2.3845	4.9835	12.3823	-0.1057	-0.1894	0.557
Si	9.6997	6.2734	13.0435	-0.0663	-0.0341	0.399
Si	3.9629	10.5886	13.4706	0.2509	0.0865	0.4269
Si	7.8157	6.3678	15.2278	0.0033	0.0043	-0.086
Si	9.2794	3.4021	13.4408	0.0953	-0.1309	0.3812
Si	6.1852	5.7384	17.4624	-0.2	0.0905	-0.2595
Si	3.2935	2.1859	11.7052	0.0842	-0.0469	0.3702
Si	12.0524	6.0369	14.7854	0.1831	-0.0665	0.2513
Si	10.9773	7.9882	18.0426	-0.0995	-0.1002	-0.4977
Si	5.4334	0.8354	18.9776	-0.2332	-0.0963	-0.459
Si	0.3567	10.2014	16.0921	0.047	0.072	-0.5631
Si	4.6359	10.1144	16.4409	0.0715	-0.1223	-0.0858
Si	6.6984	0.7606	13.5839	0.0263	-0.2309	0.1583
Si	7.7409	2.4063	11.2984	-0.1817	0.0887	0.0499
Si	7.0527	8.5277	16.9918	-0.073	-0.0054	-0.3448
Si	7.6757	13.1688	15.7451	-0.0908	-0.0604	0.0566
Si	1.3485	3.5993	19.8778	0.1633	-0.1743	0.0213
Si	0.2717	0.8958	18.5258	0.066	-0.0199	-0.5769
Si	2.4445	8.205	16.3468	0.2421	-0.0298	-0.1672
Si	10.1371	5.359	16.9974	0.0119	0.1283	-0.2116
Si	8.2152	3.7192	18.4039	-0.0955	-0.0066	-0.38
Si	4.441	3.9381	19.1559	0.0442	0.0637	-0.3474
Si	8.2701	10.3472	19.166	0.0193	-0.2292	-0.4721
Si	12.0815	9.558	20.1538	0.0681	0.1614	-0.0544
O	-1.1774	1.3492	-0.3687	-0.1762	-0.1926	0.3186
O	2.5309	-2.1729	-1.3662	-0.2871	-0.0116	0.2995
O	1.5957	3.0964	-0.4473	0.2333	-0.0576	-0.0707
O	3.69	1.5307	-0.1585	0.2585	-0.1128	0.5362
O	-1.3698	6.8707	-0.6222	0.1988	0.1315	0.0136
O	0.4282	4.9472	-1.6617	-0.2791	0.2773	0.4519
O	0.6716	10.1747	-0.3059	-0.027	0.0578	-0.3956
O	3.9363	6.739	-0.5375	0.1126	0.0992	0.6371
O	7.0503	0.5399	-2.8878	0.0871	-0.0695	0.2495
O	4.9959	-0.0303	-1.555	0.1345	0.1571	0.5718
O	2.803	3.9244	-2.6472	-0.1319	-0.0686	0.2818
O	8.2649	3.0781	-1.9342	0.1841	-0.3933	0.984
O	5.1338	4.5819	-1.3473	-0.0267	0.2622	0.3109
O	9.7266	4.0294	-4.0036	-0.3261	0.0181	0.1937
O	10.9292	8.5809	-2.2984	0.2343	0.1336	0.1301
O	8.2485	9.4523	-1.2687	0.1295	-0.3372	0.0359
O	1.272	4.7401	11.1938	0.1982	-0.4511	-0.4816
O	2.8105	6.5593	12.3001	-0.0715	0.1276	-0.2248
O	3.4603	3.7298	12.2716	-0.1413	-0.1126	-0.2559
O	4.5351	1.6757	10.8188	-0.12	-0.0063	0.0061
O	-0.0297	10.6925	10.2071	0.123	-0.0058	-0.6334
O	1.6979	8.7462	10.9985	0.0216	0.1105	-0.3171
O	5.4358	5.4411	10.0873	-0.1736	0.0235	-0.9369
O	4.1362	7.8114	10.5857	-0.0887	-0.3005	-0.2383
O	3.4287	9.1571	12.8997	-0.1158	-0.2781	-0.4957
O	6.9324	3.1812	10.1813	0.1243	0.004	0.1127
O	8.6673	3.5345	11.9632	0.0094	-0.1747	0.0062
O	8.6864	1.2237	10.7378	0.1008	0.1282	-0.1724
O	3.9721	10.7339	15.0988	0.0524	-0.1359	-0.1909
O	5.8412	10.5716	9.8171	-0.1914	0.1574	-0.3124
O	7.8647	8.4097	10.1968	0.1577	-0.0471	-0.5658
O	9.6186	6.7168	11.4702	-0.2837	0.2885	-0.751
O	-2.7059	0.0508	13.623	-0.2003	0.4264	0.0575
O	-0.7871	1.9881	13.6131	-0.409	0.2457	-0.0182
O	6.7421	1.8955	12.4465	0.1415	-0.0392	-0.1637
O	9.0145	5.5462	15.8866	0.0404	0.1024	0.069
O	2.3913	7.0308	15.2377	-0.3326	0.0113	0.1014
O	10.1534	4.74	13.4242	-0.1768	0.0468	-0.1116
O	10.9312	6.955	13.945	-0.1409	-0.2623	-0.1667
O	5.5634	10.5945	13.1446	-0.225	0.235	0.0282
O	8.1612	6.4538	13.6365	0.4575	-0.1266	0.0536
O	3.1508	1.0111	12.8662	0.1199	0.2541	-0.4435
O	10.5644	10.4571	14.6372	-0.1253	0.1879	0.419
O	4.8502	4.9039	17.8764	0.1328	-0.1406	0.3455
O	-3.4891	5.1228	18.3846	0.0367	-0.1038	0.0213
O	6.4561	5.6441	15.8207	0.2683	0.1753	0.3148
O	6.4105	1.5104	15.0382	0.4074	-0.0321	-0.1939
O	12.946	2.3164	10.6163	-0.0963	0.456	-0.1255
O	6.1821	7.352	17.7438	0.2003	-0.1417	-0.0716
O	11.5234	5.2972	16.158	-0.2797	0.2163	-0.0722
O	12.7205	4.8568	13.9031	-0.0198	0.2055	-0.4356
O	12.3119	10.7825	19.1181	-0.1695	-0.1601	0.2727
O	10.434	9.086	16.9583	0.3254	-0.1355	0.2824
O	0.4829	0.7318	16.9034	-0.1612	-0.2118	0.5036
O	5.0667	2.4276	19.0339	0.025	0.075	0.1399
O	1.7633	9.5335	15.7129	-0.1429	-0.2309	0.3948
O	1.6544	7.6939	17.6677	-0.2909	0.1838	0.0087
O	3.915	8.6855	16.7768	-0.1865	0.2175	-0.127
O	6.1823	9.6781	16.2539	-0.0764	-0.0685	0.2678
O	0.5964	2.4082	19.0229	0.1622	0.2179	0.3587
O	7.8875	7.8872	15.7656	-0.1573	-0.2094	0.2372
O	4.6095	11.1581	17.6776	0.2877	0.0268	0.2909
O	8.8973	1.2127	15.849	-0.2155	0.1458	-0.3322
O	8.148	3.3987	14.6306	0.2096	-0.1535	-0.1171
O	9.6548	11.2036	18.9129	-0.0396	-0.0937	0.2065
O	8.0464	9.1936	18.0515	0.0666	0.2691	0.2567
O	10.1128	6.637	17.9933	0.178	0.0661	-0.0622
O	7.4243	13.716	17.2401	0.2566	0.1713	0.1903

Results
free energy: -42153.502 eV
free energy less fixed offsets of O -463.61, Si -117.95 eV per atom: -12.522 eV
pressure: -2.00 GPa
stress xx, yy, zz, yz, xz, xy (GPa, positive in tension): 0.3, 3.31, 2.38, -1.28, 0.92, -0.85
